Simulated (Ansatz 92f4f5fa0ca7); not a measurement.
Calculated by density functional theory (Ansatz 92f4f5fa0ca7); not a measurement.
Periodic cell of 288 atoms, Si196O92, from a study of silicon, its oxide and their interface. The atomic structure is a simulated model.
Doubt: the cutoff is far below the 930 eV that the study's wrapper takes by default for these files, so forces and energies are approximate.

Settings
functional: PBE
potential files: Ansatz PAW
basis: plane waves
wave-function cutoff: 580 eV
density cutoff ratio: 5
exchange-correlation grid ratio: 1
k mesh: 1 x 1 x 1, Gamma-centred
self-consistency stop: 5e-08 eV per atom in the density residual
occupations: fixed
spin: none
net charge: 0

Cell vectors (angstrom)
a, 11.6015, 0, 0
b, 0, 10.938, 0
c, 0, 0, 40.6125

Atoms: element, x, y, z (angstrom)
Si, 0, 0, 0.9665
Si, 3.8672, 0, 0.9665
Si, 7.7343, 0, 0.9665
Si, 1.9336, 1.3673, 0.9665
Si, 5.8008, 1.3673, 0.9665
Si, 9.6679, 1.3673, 0.9665
Si, 0, 5.469, 0.9665
Si, 3.8672, 5.469, 0.9665
Si, 7.7343, 5.469, 0.9665
Si, 1.9336, 6.8362, 0.9665
Si, 5.8008, 6.8362, 0.9665
Si, 9.6679, 6.8362, 0.9665
Si, 1.9336, 2.7345, 39.6454
Si, 5.8008, 2.7345, 39.6454
Si, 9.6679, 2.7345, 39.6454
Si, 0, 4.1018, 39.6454
Si, 3.8672, 4.1018, 39.6454
Si, 7.7343, 4.1018, 39.6454
Si, 1.9336, 8.2035, 39.6454
Si, 5.8008, 8.2035, 39.6454
Si, 9.6679, 8.2035, 39.6454
Si, 0, 9.5708, 39.6454
Si, 3.8672, 9.5708, 39.6454
Si, 7.7343, 9.5708, 39.6454
Si, 0, 0, 4.8337
Si, 3.8672, 0, 4.8337
Si, 7.7343, 0, 4.8337
Si, 1.9336, 1.3673, 4.8337
Si, 5.8008, 1.3673, 4.8337
Si, 9.6679, 1.3673, 4.8337
Si, 0, 5.469, 4.8337
Si, 3.8672, 5.469, 4.8337
Si, 7.7343, 5.469, 4.8337
Si, 1.9336, 6.8362, 4.8337
Si, 5.8008, 6.8362, 4.8337
Si, 9.6679, 6.8362, 4.8337
Si, 1.9336, 2.7345, 2.9001
Si, 5.8008, 2.7345, 2.9001
Si, 9.6679, 2.7345, 2.9001
Si, 0, 4.1018, 2.9001
Si, 3.8672, 4.1018, 2.9001
Si, 7.7343, 4.1018, 2.9001
Si, 1.9336, 8.2035, 2.9001
Si, 5.8008, 8.2035, 2.9001
Si, 9.6679, 8.2035, 2.9001
Si, 0, 9.5708, 2.9001
Si, 3.8672, 9.5708, 2.9001
Si, 7.7343, 9.5708, 2.9001
Si, 0.0423, 0.0542, 29.8213
Si, 4.1317, 0.0868, 29.8336
Si, 7.9256, 0.1742, 30.2093
Si, 2.0964, 1.3099, 29.8106
Si, 5.9808, 1.4634, 30.1587
Si, 9.8391, 1.5117, 29.9561
Si, 0.4701, 5.1807, 30.1094
Si, 3.8939, 5.3833, 29.9134
Si, 8.2718, 5.327, 30.042
Si, 2.0629, 6.7977, 29.8475
Si, 6.5477, 6.8464, 29.8623
Si, 10.1966, 6.6041, 30.1186
Si, 2.1738, 2.5906, 31.8864
Si, 5.9866, 2.8102, 32.0304
Si, 9.8867, 2.7075, 31.9735
Si, 0.2631, 3.9754, 32.0519
Si, 4.0505, 4.1368, 31.9547
Si, 7.9807, 4.0803, 31.9791
Si, 2.0895, 8.2463, 31.7143
Si, 6.0155, 8.1771, 31.8089
Si, 9.9473, 8.1534, 31.9159
Si, 0.1799, 9.6529, 31.8055
Si, 4.0696, 9.5659, 31.7156
Si, 7.9589, 9.5364, 31.9502
Si, 0.1473, -0.0289, 33.8319
Si, 4.0225, -0.0735, 33.772
Si, 7.8706, -0.0357, 33.8882
Si, 2.1005, 1.3065, 33.8693
Si, 5.93, 1.3435, 33.8809
Si, 9.8068, 1.3267, 33.8794
Si, 0.1595, 5.4637, 33.8787
Si, 3.9734, 5.5012, 33.8634
Si, 7.8718, 5.4942, 33.8609
Si, 2.0564, 6.8862, 33.7472
Si, 5.9246, 6.8513, 33.8025
Si, 9.827, 6.8372, 33.8736
Si, 2.0194, 2.7189, 35.7753
Si, 5.8642, 2.7347, 35.7938
Si, 9.7446, 2.7344, 35.7868
Si, 0.0889, 4.0916, 35.7969
Si, 3.9331, 4.111, 35.7799
Si, 7.8035, 4.1051, 35.7819
Si, 2.0096, 8.192, 35.7487
Si, 5.8728, 8.1887, 35.767
Si, 9.7493, 8.2053, 35.797
Si, 0.0817, 9.5621, 35.7781
Si, 3.944, 9.56, 35.7627
Si, 7.8066, 9.5484, 35.8109
Si, 0, 0, 37.7118
Si, 3.8672, 0, 37.7118
Si, 7.7343, 0, 37.7118
Si, 1.9336, 1.3673, 37.7118
Si, 5.8008, 1.3673, 37.7118
Si, 9.6679, 1.3673, 37.7118
Si, 0, 5.469, 37.7118
Si, 3.8672, 5.469, 37.7118
Si, 7.7343, 5.469, 37.7118
Si, 1.9336, 6.8362, 37.7118
Si, 5.8008, 6.8362, 37.7118
Si, 9.6679, 6.8362, 37.7118
Si, 1.8641, 2.7326, 6.7875
Si, 5.7056, 2.7519, 6.7386
Si, 9.6015, 2.7595, 6.7269
Si, -0.0588, 4.1101, 6.7797
Si, 3.7768, 4.1223, 6.7946
Si, 7.6521, 4.0911, 6.7312
Si, 1.8542, 8.1914, 6.7893
Si, 5.7087, 8.2197, 6.7294
Si, 9.6062, 8.2208, 6.738
Si, -0.0588, 9.5816, 6.7714
Si, 3.7733, 9.5784, 6.7711
Si, 7.655, 9.5697, 6.7426
Si, -0.1133, 0.0423, 8.6903
Si, 3.7094, -0.008, 8.7258
Si, 7.5912, 0.0355, 8.6404
Si, 1.8188, 1.4253, 8.78
Si, 5.6294, 1.3919, 8.6611
Si, 9.5402, 1.3816, 8.6274
Si, -0.1225, 5.4311, 8.7596
Si, 3.7011, 5.4647, 8.7725
Si, 7.5901, 5.4911, 8.6201
Si, 1.7753, 6.8564, 8.7667
Si, 5.6297, 6.8295, 8.6229
Si, 9.5561, 6.8149, 8.6269
Si, 1.7786, 2.7319, 10.8268
Si, 5.5354, 2.7725, 10.5822
Si, 9.4587, 2.7371, 10.5408
Si, -0.1896, 4.0436, 10.7385
Si, 3.6408, 4.2435, 10.849
Si, 7.5233, 4.1184, 10.5331
Si, 1.6479, 8.2041, 10.7638
Si, 5.5695, 8.2329, 10.494
Si, 9.5092, 8.1857, 10.5264
Si, -0.2354, 9.6823, 10.6736
Si, 3.6164, 9.5832, 10.6941
Si, 7.5514, 9.4999, 10.4842
Si, -0.3313, 0.1483, 12.6532
Si, 3.5928, -0.0605, 12.6752
Si, 7.5008, -0.0534, 12.327
Si, 1.7123, 1.3341, 12.7632
Si, 5.565, 1.254, 12.3975
Si, 9.2807, 1.3979, 12.4315
Si, -0.3233, 5.344, 12.6812
Si, 3.6106, 5.8803, 12.7599
Si, 7.4812, 5.5378, 12.4151
Si, 1.4186, 6.919, 12.7982
Si, 5.6752, 7.0012, 12.4468
Si, 9.4967, 6.7812, 12.4104
O, 7.1552, 2.8553, 15.7774
O, 6.2168, 8.0221, 13.6499
O, 10.4885, 8.6045, 16.0724
O, 3.4632, 9.8702, 14.0244
O, 5.9209, 2.323, 13.6386
O, 3.8121, 5.1768, 14.2904
O, 1.8784, 2.1488, 14.2419
O, 9.7512, 7.8285, 13.6924
O, 11.1119, 10.1417, 14.0307
O, 10.9024, 4.6364, 14.1892
O, -4.2705, -17.2566, 13.8141
O, 2.4762, 6.1439, 16.4555
O, 7.746, 10.3611, 28.7392
O, 5.196, 6.141, 29.2075
O, 7.3121, 7.7522, 28.7178
O, 4.4253, 10.2561, 28.3451
O, -0.3694, 10.0376, 28.4923
O, 0.8443, 4.1558, 28.7912
O, 9.7946, 2.3846, 28.513
O, 3.5347, -6.8084, 28.893
O, 6.1633, 2.4206, 28.7918
O, 8.3386, 4.6002, 28.5419
O, 1.7979, 7.2214, 28.236
O, 10.3887, 7.4917, 28.727
Si, 8.479, 7.3031, 19.5227
Si, 4.0403, 9.2385, 15.4117
Si, 9.0248, 3.4806, 27.5748
Si, 7.2849, 3.03, 14.1752
Si, 7.678, 9.0426, 27.8005
Si, 1.6108, 4.9657, 17.1362
Si, 12.6919, -0.448, 20.2721
Si, 2.5504, 10.8513, 17.6503
Si, 10.8765, 5.0887, 25.4612
Si, 8.0643, 0.5371, 18.1729
Si, 10.9674, 8.5839, 14.4852
Si, 7.9147, 10.9589, 21.2316
Si, 1.2565, 7.1871, 26.6911
Si, 2.1263, 6.2255, 22.1943
Si, 4.1596, 13.1135, 23.1969
Si, 10.0896, 9.117, 21.6383
Si, 8.0603, 3.3623, 17.0134
Si, 3.5795, 6.5347, 24.9789
Si, 6.8176, 9.0899, 14.7093
Si, 5.3978, 4.2941, 17.7851
Si, 4.6786, -0.7077, 24.1499
Si, -0.9851, 8.7432, 27.7127
Si, 11.4685, 4.3091, 22.5559
Si, 6.4569, 2.6163, 21.3228
Si, 3.7293, 3.6179, 25.9207
Si, 9.0227, 8.7431, 16.7981
Si, 6.3131, 2.321, 27.1735
Si, 1.4275, 2.2866, 15.798
Si, 3.0456, 4.5606, 19.7253
Si, 8.7315, 4.9018, 21.3296
Si, 5.2328, 10.3352, 26.9306
Si, 6.2892, 7.8938, 23.9247
Si, 6.0945, -2.5742, 20.9649
Si, 3.2499, 8.951, 21.6527
Si, 3.8923, 6.0603, 15.6653
Si, 5.1946, 1.452, 18.5145
Si, 2.2027, 3.2579, 28.4509
Si, 9.1346, 7.002, 23.6913
Si, 1.8585, 2.2411, 21.2085
Si, 10.7874, 4.1542, 15.7436
O, 6.3926, 9.1877, 26.8125
O, 5.5871, 9.752, 15.5683
O, 12.4544, 1.1399, 20.5542
O, 5.0351, 5.3352, 16.5882
O, 6.8675, 7.5779, 19.7536
O, 6.1363, 9.5147, 24.0416
O, 2.138, 7.7794, 21.7584
O, 5.284, 3.0407, 22.3788
O, 11.6982, 8.3355, 26.5551
O, 6.7096, 9.8614, 21.1416
O, 6.0193, 0.7987, 26.7026
O, 8.4584, 11.2594, 19.7273
O, 7.7911, 7.5584, 24.4455
O, 8.7933, -0.6466, 17.3185
O, 10.0611, 4.1656, 26.5213
O, 7.6166, 10.2346, 13.8711
O, 11.6491, 5.139, 16.7459
O, 2.9341, 6.035, 23.5791
O, 2.9742, 5.373, 21.11
O, 9.3054, 8.3216, 20.4672
O, 4.5499, 4.7732, 19.1124
O, 3.6811, -1.5371, 23.1609
O, 5.2189, 3.2499, 26.4364
O, 3.6932, 5.2414, 25.9414
O, 8.6205, 2.0328, 17.7883
O, 2.1791, 3.5503, 16.5297
O, 8.702, 2.3378, 13.7093
O, 10.0968, 8.1259, 22.9549
O, 3.1436, 9.6612, 16.708
O, 8.9169, 7.6401, 17.9993
O, 11.2353, 4.1447, 24.1679
O, 0.7953, 7.8307, 14.1312
O, 4.9417, 2.7357, 17.5288
O, 13.4562, 5.0935, 18.7372
O, 5.6963, 2.0741, 19.9606
O, 7.8166, 2.7757, 26.7155
O, 4.4955, -2.4287, 20.6863
O, 7.823, -2.5563, 15.7664
O, 7.3477, 1.3813, 21.91
O, 4.885, 0.8389, 23.7525
O, 9.3042, 4.2142, 16.4123
O, 14.1166, 10.1874, 20.964
O, 9.9675, 6.3128, 24.893
O, 1.3845, 10.2655, 18.6615
O, 0.5578, 5.7781, 22.2819
O, 5.0782, 7.155, 24.7453
O, 7.046, 4.2745, 17.9556
O, 3.5375, 3.0594, 24.4027
O, 12.1943, 5.7617, 26.1761
O, 2.5284, 7.553, 25.7161
O, 2.6873, 2.9953, 20.014
O, 0.9346, 3.2149, 22.0865
O, 2.9646, 1.6503, 22.2367
O, 4.164, 10.1297, 25.7029
O, 9.1975, 10.4178, 22.0763
O, 10.1243, 4.0985, 21.6455
O, 1.8039, 0.9742, 16.6681
O, 3.8087, 0.5787, 18.4965
O, 8.5795, 5.9234, 22.5925
O, 15.7618, 7.6177, 15.3358
O, 6.4303, 0.5088, 17.9801
O, 6.2193, -3.4467, 22.3396
O, 11.5077, -1.3395, 20.9656
O, -0.1828, 2.6324, 15.8733
O, 8.8527, 5.7683, 19.938
O, 7.4572, 3.8966, 21.1445
O, 9.1293, 8.9713, 27.0463
O, 2.4977, 3.0181, 26.8387

Results
free energy: -176916.772 eV
free energy less fixed offsets of O -568.88, Si -635.61 eV per atom: -0.252 eV

Forces (eV/angstrom), in the order of the atoms: element, x, y, z
Si, -0.0069, 0.0492, 0.0087
Si, 0.0055, 0.0659, 0.0088
Si, 0.0017, 0.0177, 0.0078
Si, -0.0038, -0.06, -0.0055
Si, 0.0084, -0.016, -0.013
Si, -0.0031, -0.0233, -0.0141
Si, -0.0102, 0.0463, 0.0049
Si, 0.0083, 0.0521, 0.0027
Si, 0.0004, 0.0244, -0.0127
Si, -0.0007, -0.0771, 0.0035
Si, 0.0078, -0.029, -0.0053
Si, -0.0074, -0.0139, -0.0004
Si, 0.0263, 0.0508, 0.0037
Si, 0.0261, 0.0072, 0.0204
Si, 0.0131, 0.0187, 0.0125
Si, 0.0204, -0.0259, 0.0083
Si, 0.0224, -0.0379, 0.0015
Si, 0.0276, -0.0307, -0.0009
Si, 0.0243, 0.0818, -0.0294
Si, 0.0218, 0.0387, -0.0155
Si, 0.0233, 0.0049, 0.0035
Si, 0.0191, -0.0432, -0.0055
Si, 0.0305, -0.0642, -0.0159
Si, 0.0178, 0.0035, 0.0208
Si, -0.0267, 0.067, -0.0031
Si, -0.12, 0.0817, 0.0113
Si, -0.0573, 0.0801, -0.1273
Si, -0.053, -0.0464, 0.1316
Si, -0.1187, -0.0282, -0.1012
Si, -0.0338, -0.0527, -0.1391
Si, -0.0206, 0.0957, 0.0924
Si, -0.0999, 0.0882, 0.1379
Si, -0.0854, 0.1004, -0.1436
Si, -0.0725, -0.0543, 0.0814
Si, -0.0921, -0.0558, -0.1854
Si, -0.0309, -0.0141, -0.1401
Si, -0.0251, 0.0705, 0.0293
Si, -0.0199, -0.0063, -0.0206
Si, -0.0251, -0.0072, -0.0258
Si, -0.0319, -0.0561, 0.0159
Si, -0.0202, -0.0694, 0.0249
Si, -0.0163, 0.0033, -0.0264
Si, -0.0238, 0.0804, 0.0202
Si, -0.0203, 0.0033, -0.0246
Si, -0.0246, -0.0085, -0.0234
Si, -0.0296, -0.0447, 0.0014
Si, -0.0153, -0.0584, 0.0042
Si, -0.0243, -0.0008, -0.0256
Si, -0.0669, -0.3407, -0.2733
Si, -0.103, -0.2824, -0.5367
Si, -0.1579, -0.2333, -0.2858
Si, -0.024, 0.1551, -0.0891
Si, 0.1999, 0.4167, -0.1781
Si, -0.0969, 0.2859, -0.2938
Si, -0.0777, -0.327, -0.2539
Si, 0.2896, -0.0843, -0.3113
Si, -0.2449, -0.101, -0.293
Si, 0.1745, 0.0429, -0.4712
Si, -0.0698, 0.2145, -0.2324
Si, 0.017, 0.3062, -0.3467
Si, -0.0139, 0.1074, 0.2655
Si, -0.0012, 0.1205, 0.1006
Si, -0.0091, 0.1225, 0.1601
Si, -0.0404, -0.2414, 0.1978
Si, -0.2049, -0.0152, -0.005
Si, 0.0221, -0.328, 0.1422
Si, 0.0697, 0.2597, 0.2652
Si, 0.0783, -0.0267, -0.0175
Si, -0.1741, 0.1868, 0.1687
Si, -0.0794, -0.1411, 0.1792
Si, -0.0549, -0.1408, 0.2443
Si, 0.1619, -0.2038, 0.134
Si, -0.0282, 0.1336, -0.0539
Si, -0.0189, 0.0931, -0.0063
Si, 0.0624, 0.088, -0.0811
Si, 0.0304, -0.0815, -0.2658
Si, -0.0247, -0.1288, -0.0861
Si, 0.0633, -0.1632, -0.0656
Si, 0.0474, 0.1327, -0.0648
Si, -0.0501, 0.059, -0.1183
Si, 0.0376, 0.1468, -0.0632
Si, -0.0455, -0.0401, 0.0062
Si, 0.0168, -0.0287, -0.0778
Si, -0.031, -0.0927, -0.0366
Si, 0.0159, 0.0465, -0.0154
Si, 0.0451, 0.0377, -0.071
Si, 0.0051, 0.0697, -0.0979
Si, 0.0146, -0.047, -0.0184
Si, -0.0042, -0.0049, 0.0176
Si, 0.0254, -0.0778, -0.0442
Si, 0.0044, 0.0669, -0.0441
Si, -0.0266, 0.0176, 0.0112
Si, 0.0622, 0.0009, -0.0231
Si, 0.0411, -0.0446, -0.0135
Si, 0.0518, -0.0577, -0.0704
Si, -0.0208, -0.0108, -0.072
Si, 0.0848, 0.053, -0.0842
Si, 0.0622, 0.0234, -0.1531
Si, 0.0555, 0.0417, 0.0881
Si, 0.0892, -0.0743, 0.0339
Si, 0.0295, -0.0379, 0.1067
Si, 0.072, -0.0509, 0.0414
Si, 0.0975, 0.0352, 0.099
Si, 0.0499, 0.034, 0.0827
Si, 0.0481, 0.0494, 0.0512
Si, 0.0819, -0.0854, -0.1817
Si, 0.0635, -0.0926, -0.0721
Si, 0.0735, -0.0886, 0.0577
Si, -0.015, 0.03, 0.0338
Si, -0.0371, -0.0371, 0.0453
Si, 0.0158, 0.0127, 0.0659
Si, 0.0097, -0.0566, 0.0606
Si, -0.0768, -0.0372, 0.0291
Si, -0.0056, -0.0002, 0.0422
Si, -0.0109, 0.0237, 0.0314
Si, -0.0358, 0.031, 0.0496
Si, -0.0039, -0.0039, 0.0481
Si, 0.0242, 0.002, 0.0183
Si, -0.0223, -0.0338, 0.0624
Si, -0.0408, -0.0356, 0.0705
Si, -0.0121, 0.079, 0.1595
Si, -0.0924, 0.1825, 0.0416
Si, 0.029, 0.0934, 0.124
Si, 0.0624, -0.1355, 0.0507
Si, -0.026, -0.0789, 0.0248
Si, 0.0147, -0.1301, 0.0305
Si, 0.0443, 0.1357, 0.061
Si, -0.0489, 0.096, 0.0613
Si, -0.0597, 0.0804, 0.1146
Si, -0.0249, -0.0702, 0.0957
Si, -0.0118, -0.1596, 0.0984
Si, 0.0773, -0.1038, 0.0924
Si, -0.035, 0.2009, -0.3221
Si, 0.0389, 0.1363, -0.0437
Si, 0.0442, 0.2232, -0.1155
Si, 0.0984, -0.2135, -0.296
Si, 0.0747, -0.0395, -0.1186
Si, 0.0493, -0.2051, -0.0052
Si, 0.0022, 0.2929, -0.1894
Si, 0.0514, 0.2504, -0.1237
Si, -0.0493, 0.1593, -0.1342
Si, 0.0705, -0.1789, -0.1171
Si, 0.0845, -0.2806, -0.2221
Si, -0.0485, -0.1914, -0.0979
Si, -0.0816, -0.3551, 0.3504
Si, 0.0485, -0.23, 0.381
Si, -0.0755, -0.3719, 0.1087
Si, 0.0501, 0.257, 0.5275
Si, 0.1438, 0.3648, 0.1276
Si, -0.1457, 0.3592, 0.1742
Si, -0.2051, -0.4028, 0.5053
Si, -0.0245, -0.3229, 0.6099
Si, -0.031, -0.4807, 0.3005
Si, -0.0599, 0.3352, 0.4109
Si, 0.1538, 0.3468, 0.0573
Si, -0.1516, 0.4344, 0.1156
O, -0.117, -0.0474, -0.3895
O, -0.0926, -0.2232, -0.3004
O, 0.3103, -0.0486, -0.512
O, -0.142, 0.201, -0.5028
O, -0.1022, -0.1504, -0.1848
O, -0.0631, 0.1906, -0.6006
O, 0.0109, -0.2314, -0.6827
O, -0.1819, 0.0159, -0.1134
O, 0.0965, 0.3079, -0.3156
O, 0.1869, 0.2414, -0.5887
O, 0.0537, 0.1274, -0.3002
O, 0.0549, 0.1094, -0.2795
O, 0.058, 0.0625, 0.0576
O, 0.0614, -0.0864, 0.4822
O, 0.0287, 0.046, 0.0594
O, -0.257, 0.1616, 0.6727
O, 0.2159, 0.3504, 0.4146
O, -0.1502, -0.0358, 0.192
O, 0.0938, -0.2736, 0.4414
O, -0.1089, -0.0891, 0.109
O, -0.0105, 0.0391, 0.3651
O, 0.0135, 0.0231, 0.2299
O, 0.103, -0.0521, 0.4742
O, 0.0254, -0.0489, 0.1802
Si, -0.0048, -0.0001, 0.0153
Si, 0.2019, 0.0611, 0.5939
Si, -0.0425, 0.1117, -0.2735
Si, 0.0197, -0.0535, 0.5074
Si, -0.1827, 0.015, -0.0038
Si, -0.0374, 0.0016, 0.0979
Si, 0.0207, -0.0202, -0.1951
Si, 0.0375, 0.1807, 0.2486
Si, -0.0572, 0.1325, -0.201
Si, -0.0552, 0.0986, -0.0327
Si, -0.2131, -0.1683, 0.4556
Si, -0.0458, -0.0188, -0.2141
Si, 0.0783, -0.0106, -0.4693
Si, 0.0858, -0.0425, -0.0722
Si, 0.0821, -0.0687, -0.0764
Si, -0.0877, -0.1848, -0.0713
Si, -0.0046, -0.0775, 0.397
Si, 0.1253, 0.0135, -0.1517
Si, 0.1381, -0.0046, 0.3843
Si, 0.1013, -0.1477, 0.0795
Si, -0.0125, -0.0477, -0.1362
Si, -0.0582, -0.1687, -0.2184
Si, -0.0219, 0.0845, -0.0153
Si, -0.0988, -0.051, -0.1552
Si, 0.1178, 0.2506, -0.2346
Si, -0.0999, 0.191, 0.3961
Si, -0.0464, -0.1321, -0.312
Si, -0.0713, 0.0726, 0.6916
Si, -0.0367, 0.0307, -0.1112
Si, 0.0114, 0.1163, -0.0605
Si, -0.0283, 0.0246, -0.338
Si, 0.0441, 0.014, -0.0106
Si, 0.0798, -0.0733, -0.0462
Si, 0.1046, -0.0349, 0.086
Si, 0.007, -0.2978, 0.6778
Si, 0.1112, 0.0651, -0.0071
Si, 0.0264, 0.1147, -0.2088
Si, -0.1532, 0.0062, -0.0546
Si, 0.0797, 0.0222, -0.1434
Si, 0.0746, -0.1024, 0.6412
O, 0.0792, -0.0486, 0.0481
O, -0.0211, 0.1236, -0.1685
O, 0.0014, -0.0086, 0.0192
O, -0.0895, 0.1519, -0.2673
O, -0.0281, 0.0594, 0.0163
O, -0.0063, 0.0415, 0.0079
O, -0.0304, 0.0172, 0.0109
O, -0.0141, 0.002, 0.0832
O, -0.1456, 0.1152, 0.1504
O, -0.0194, 0.043, 0.0473
O, 0.0086, 0.04, 0.0977
O, 0.0492, -0.0005, 0.0908
O, 0.032, 0.0005, -0.0341
O, 0.0204, -0.1213, -0.0884
O, -0.0296, -0.0839, 0.2527
O, 0.0153, 0.0134, -0.1335
O, -0.0745, 0.0009, -0.2463
O, -0.0282, 0.0209, 0.0525
O, 0.039, 0.0251, 0.0713
O, 0.0519, 0.073, 0.0589
O, 0.0132, 0.0184, -0.0058
O, -0.0269, 0.039, 0.0665
O, 0.0477, 0.0101, 0.1418
O, -0.0131, -0.2211, 0.158
O, -0.0174, 0.0896, -0.0725
O, 0.0048, -0.0817, -0.1414
O, 0.2171, -0.0362, -0.2278
O, 0.0639, 0.0738, 0.0239
O, 0.1278, -0.1768, -0.3134
O, 0.0378, 0.0198, -0.1822
O, 0.0373, -0.0084, 0.0501
O, 0.4552, -0.2921, -0.3799
O, -0.0519, 0.0403, -0.0948
O, -0.0104, -0.0477, -0.0713
O, 0.0224, 0.0006, 0.0959
O, -0.0109, -0.0309, 0.1959
O, -0.0236, 0.018, -0.0068
O, -0.1582, -0.0727, -0.2669
O, 0.0565, -0.0234, 0.1056
O, -0.0192, 0.0119, 0.0346
O, 0.1083, 0.0907, -0.2609
O, -0.0127, 0.0749, 0.0079
O, 0.071, -0.0326, 0.0849
O, -0.0243, 0.0075, 0.0577
O, -0.0252, -0.0277, 0.0272
O, -0.0351, -0.0395, 0.0179
O, -0.0209, 0.006, -0.1139
O, -0.0758, 0.0438, 0.1501
O, 0.0327, -0.0423, 0.2028
O, -0.0973, -0.0109, 0.1776
O, -0.0516, -0.0638, 0.056
O, -0.0417, -0.0118, 0.0839
O, -0.0424, -0.014, 0.0164
O, 0.0811, 0.0564, 0.1768
O, 0.0441, 0.0282, 0.0963
O, 0.0162, -0.0394, 0.0216
O, -0.0623, 0.0418, -0.2379
O, -0.1031, -0.0814, -0.0462
O, 0.0116, -0.0334, 0.062
O, -0.0589, 0.1014, -0.1965
O, -0.0247, -0.0509, 0.0039
O, -0.0028, -0.0289, 0.0074
O, -0.0198, 0.021, 0.0384
O, -0.0334, -0.0309, -0.2633
O, 0.005, -0.048, 0.058
O, 0.0171, -0.0142, 0.024
O, 0.0292, 0.0328, 0.0072
O, -0.1394, -0.0745, 0.2558

The program warned: the cutoff lies below the one the program advises for these potential files; the exchange-correlation potential is rough where the density is thin.
